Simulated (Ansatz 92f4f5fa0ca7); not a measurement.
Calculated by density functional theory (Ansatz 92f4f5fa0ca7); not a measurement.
Periodic cell of 221 atoms, Si132O88H1, from a study of silicon, its oxide and their interface. The atomic structure is a simulated model.
Doubt: the cutoff is far below the 930 eV that the study's wrapper takes by default for these files, so forces and energies are approximate.
This geometry differs little from another in the collection (a relaxation step or a small displacement).

Settings
functional: PBE
potential files: Ansatz PAW
basis: plane waves
wave-function cutoff: 580 eV
density cutoff ratio: 5
exchange-correlation grid ratio: 1
k mesh: 1 x 1 x 1, Gamma-centred
self-consistency stop: 5e-08 eV per atom in the density residual
occupations: fixed
spin: none
net charge: +1 e, with a uniform compensating background and no finite-size correction

Cell vectors (angstrom)
a	10.938	0	0
b	0	10.938	0
c	0	0	32.2191

Atoms and the computed forces on them: element, x, y, z (angstrom), force x, y, z (eV/angstrom)
Si	-0.2324	0.2376	24.6722	-0.0009	0.0008	-0.0029
Si	5.7157	-0.3412	24.7326	0.0014	-0.0019	-0.0021
Si	2.5109	2.8157	24.744	-0.0013	0.0013	-0.003
Si	8.4618	2.4754	24.6769	0.0013	-0.0021	-0.0041
Si	0.1948	4.9699	24.6215	0.0005	-0.001	-0.0032
Si	5.2309	5.8037	25.0194	-0.0032	0.0024	-0.0017
Si	2.9659	7.915	24.7723	0.0022	-0.0033	-0.0016
Si	7.962	8.389	24.7646	-0.001	0.0015	-0.0049
Si	1.3176	1.3299	26.0903	-0.0004	-0.0001	0.0009
Si	6.8491	1.3179	25.9949	0.0004	-0.0002	-0.001
Si	4.0705	4.0479	26.0609	-0.0001	0.001	-0.0016
Si	9.5628	4.0178	26.0826	0.0018	-0.0001	0.0005
Si	1.2903	6.7289	25.9285	0.0011	0.0008	-0.0008
Si	6.8331	6.931	26.2411	-0.0002	0.0009	-0.001
Si	4.0963	9.5233	26.0824	-0.0012	-0.0005	0.0003
Si	9.5647	9.5806	26.0154	0	0.0001	-0.0001
Si	2.735	-0.0124	27.4216	0.0002	-0.0002	-0.0018
Si	8.2143	-0.0033	27.4272	0.0002	0.0006	0.0003
Si	0.0032	2.7154	27.4777	-0.0005	-0.0001	-0.0001
Si	5.4907	2.7097	27.3972	-0.0002	0.0002	-0.0009
Si	2.699	5.4484	27.4099	0.001	0.0001	0.0005
Si	8.2208	5.4552	27.4377	0.0001	0.0003	-0.0003
Si	0.0062	8.1778	27.3619	-0.0002	-0.0003	-0.0016
Si	5.4446	8.256	27.5331	-0.0009	-0.0006	-0.0006
Si	4.1018	1.3673	28.8008	0.0868	-0.0295	-0.1907
Si	9.5708	1.3673	28.8008	-0.1067	-0.1248	0.2382
Si	1.3673	4.1018	28.8008	-0.0187	0.0461	0.2133
Si	6.8362	4.1018	28.8008	0.0244	-0.1515	-0.1396
Si	4.1018	6.8362	28.8008	-0.3437	-0.1848	0.0866
Si	9.5708	6.8362	28.8008	0.1951	0.0226	-0.1753
Si	1.3673	9.5708	28.8008	-0.021	-0.2645	-0.293
Si	6.8362	9.5708	28.8008	0.1787	0.4667	0.4766
Si	0	0	30.1681	-0.1114	-0.002	-0.0211
Si	5.469	0	30.1681	0.1306	0.012	0.0441
Si	2.7345	2.7345	30.1681	-0.0365	0.0895	-0.0401
Si	8.2035	2.7345	30.1681	0.0022	-0.0489	0.0205
Si	0	5.469	30.1681	0.0558	-0.0273	0.0017
Si	5.469	5.469	30.1681	-0.0918	-0.0225	-0.0464
Si	2.7345	8.2035	30.1681	-0.0182	-0.1033	0.0048
Si	8.2035	8.2035	30.1681	-0.0474	0.0519	-0.0365
Si	1.3673	1.3673	31.5353	0.0802	-0.0287	-0.0202
Si	6.8362	1.3673	31.5353	-0.0803	0.0541	-0.0019
Si	4.1018	4.1018	31.5353	0.0398	-0.0561	-0.0047
Si	9.5708	4.1018	31.5353	-0.0119	0.0675	-0.0368
Si	1.3673	6.8362	31.5353	-0.0221	0.0362	-0.0193
Si	6.8362	6.8362	31.5353	0.0277	-0.0247	-0.0159
Si	4.1018	9.5708	31.5353	-0.0386	0.0036	-0.0356
Si	9.5708	9.5708	31.5353	0.0461	-0.0573	-0.001
Si	2.7345	0	0.6835	0.0162	-0.0276	0.009
Si	8.2035	0	0.6835	-0.0356	0.0299	0.0051
Si	0	2.7345	0.6835	-0.0504	0.0358	0.0048
Si	5.469	2.7345	0.6835	0.0297	0.0359	0.0411
Si	2.7345	5.469	0.6835	-0.0299	0.0316	0.0044
Si	8.2035	5.469	0.6835	0.023	-0.0781	0.0155
Si	0	8.2035	0.6835	0.027	-0.0449	0.0327
Si	5.469	8.2035	0.6835	-0.0105	0.0186	0.0163
Si	4.1018	1.3673	2.0507	-0.1066	-0.0086	-0.0499
Si	9.5708	1.3673	2.0507	0.0612	-0.0201	0.0693
Si	1.3673	4.1018	2.0507	0.0604	-0.0015	0.07
Si	6.8362	4.1018	2.0507	-0.0094	0.0895	-0.0819
Si	4.1018	6.8362	2.0507	0.0168	-0.053	0.0864
Si	9.5708	6.8362	2.0507	-0.0189	0.0502	-0.0498
Si	1.3673	9.5708	2.0507	0.0753	0.0459	-0.046
Si	6.8362	9.5708	2.0507	0.0403	-0.0465	0.061
Si	0	0	3.418	0.1006	0.0425	0.0823
Si	5.469	0	3.418	-0.0745	0.1288	0.4014
Si	2.7345	2.7345	3.418	-0.1084	-0.5272	-0.2584
Si	8.2035	2.7345	3.418	-0.3446	0.0742	0.224
Si	0	5.469	3.418	-0.2308	0.016	0.1191
Si	5.469	5.469	3.418	0.4399	-0.1528	-0.4624
Si	2.7345	8.2035	3.418	-0.0951	0.5906	-0.0565
Si	8.2035	8.2035	3.418	0.3057	0.0432	-0.2225
Si	1.3581	1.3701	4.8263	-0.0011	-0.0009	-0.0003
Si	6.8314	1.368	4.8571	-0.0014	-0.0011	0.0006
Si	4.1932	4.0006	4.6846	-0.0001	0.0005	0.0012
Si	9.5286	4.1136	4.8043	-0.0005	0.0012	-0.0001
Si	1.3281	6.9088	4.7446	-0.0002	-0.0005	0.0021
Si	6.8707	6.8278	4.738	-0.0003	0.0002	-0.0005
Si	4.0672	9.6193	4.8379	0.0005	0.0001	0.0004
Si	9.5702	9.586	4.7947	0.0004	-0.0003	-0.0004
Si	2.7205	0.0475	6.3363	0.0002	0.0007	-0.0008
Si	8.23	0.0096	6.226	-0.0003	0.0003	-0.0018
Si	-0.0705	2.7366	6.167	0.0002	-0.0009	0.0021
Si	5.4398	2.7172	6.2758	0.0019	0.0004	-0.001
Si	2.8532	5.501	5.7856	-0.0003	-0.0004	-0.0008
Si	8.2069	5.5194	6.2015	-0.0006	-0.0018	0.0014
Si	0.0195	8.2767	6.2197	0.0019	0.0019	-0.0007
Si	5.5346	8.2295	6.0507	-0.0006	0.0002	-0.0007
Si	3.6563	1.8316	7.6666	-0.0004	0.0005	0.0057
Si	9.8317	1.0943	7.6041	0.0022	-0.0006	0.0042
Si	1.5357	4.1694	7.0823	0.0012	0.0008	0.0022
Si	6.593	4.3625	7.4948	-0.0003	0.0001	0.0072
Si	4.4063	6.5398	7.1684	0.0078	-0.0062	0.0034
Si	9.2915	7.2119	7.4904	-0.0006	-0.0012	0.0051
Si	1.1618	9.7945	7.681	-0.0037	0.0027	0.0022
Si	7.0064	9.3632	7.4794	0.0009	-0.0023	0.0096
O	1.4517	3.9704	24.2348	-0.0001	-0.0009	0.0011
O	6.8332	9.4827	24.2154	0.0018	-0.0017	0.0023
O	2.5316	3.0156	7.6771	-0.0006	0.001	-0.0007
O	8.1265	8.2655	7.9902	-0.0017	0.0035	-0.0046
O	5.4381	5.4787	7.9428	-0.0025	0.0026	-0.0069
O	0.0233	-0.0077	8.1589	0.0016	-0.0017	0.0004
O	4.1276	6.8215	24.3	0.0005	0.0002	0.0034
O	9.5962	1.3715	24.1462	-0.0007	0.0008	0.0017
O	1.8187	9.122	9.0862	-0.0029	0.0024	-0.0038
O	1.0944	5.2764	8.2502	0.0005	-0.0001	-0.001
O	9.0631	1.7012	8.9745	0.0011	-0.0016	-0.0038
O	6.2607	9.9058	8.8767	0.0018	-0.0002	-0.0075
O	3.7359	1.6927	9.3588	-0.0001	-0.0001	-0.0037
O	3.4732	7.2743	8.2746	0.0006	-0.002	-0.0071
O	7.2101	3.6856	8.9008	0.0003	0.0004	-0.002
O	9.9365	6.7774	8.9686	0.0006	-0.0001	-0.0021
O	2.9795	1.9736	23.3767	0	0.0005	0.0012
O	5.0447	0.2636	23.3423	0.0007	0.0003	0.001
O	7.8953	3.2568	23.3009	0.0011	-0.0013	0.0026
O	10.3395	5.0504	23.1675	0.0012	0.0004	0.0037
O	8.6689	7.6148	23.4794	-0.0025	0.0009	0.0042
O	2.3996	8.6416	23.4047	0.0001	0.0001	0
O	6.3179	5.2825	23.9043	-0.001	0.002	0.0022
O	0.5038	10.5668	23.3091	-0.0011	0.0011	0.0018
Si	2.9666	8.0457	9.5745	-0.002	0.0048	0.0054
Si	9.9541	0.2342	13.0899	-0.0009	-0.0054	0.001
Si	14.7431	5.6473	13.335	0.0053	0.0072	-0.0204
Si	4.451	1.6547	22.7459	-0.0001	0.0002	0.0014
Si	8.5768	2.3422	20.2446	0.0017	-0.001	0.0014
Si	10.1902	4.9447	21.5466	0.001	0.0002	-0.0018
Si	1.2101	9.3152	22.5309	-0.0001	-0.0003	0.0023
Si	13.1038	4.5828	20.1932	-0.0001	0.0006	0.0041
Si	1.9636	5.3769	11.0115	-0.0034	-0.0003	-0.0049
Si	-2.0211	10.1347	20.1407	-0.0001	0.0001	0.0019
Si	4.4633	6.6403	15.9976	0.0066	0.0114	0.0088
Si	7.4428	9.4071	12.7245	0.0003	0.0012	-0.0012
Si	5.6568	9.5823	10.3408	0	0.0007	0.0016
Si	5.407	2.9698	12.6721	0.0089	0.012	-0.0147
Si	3.1038	12.5396	15.9846	-0.007	-0.0025	0.0039
Si	2.6651	9.3751	19.7767	-0.0004	0.0001	0.0009
Si	5.3001	3.8325	15.4901	0.0189	0.0037	0.0047
Si	3.309	2.6391	10.6212	-0.0028	-0.0017	-0.0067
Si	4.9457	11.0007	12.7238	-0.0027	-0.0025	-0.0042
Si	6.4917	4.0145	22.9321	-0.0011	-0.0018	-0.0016
Si	13.1165	0.7239	13.0158	-0.0039	-0.0066	-0.004
Si	8.6819	3.2243	9.4338	-0.0015	0.0027	-0.004
Si	9.606	14.0157	17.4275	-0.0008	-0.0021	0.0009
Si	12.242	2.4591	18.3724	-0.0012	-0.0011	0.0036
Si	8.2275	4.5389	15.192	0.0065	0.0044	-0.0035
Si	4.6689	-0.0842	18.0066	0.0018	-0.0017	0.0029
Si	5.0089	4.824	20.4216	-0.002	0.0008	0.0026
Si	7.2769	7.607	15.2671	0.0044	0.002	-0.0016
Si	14.5555	6.7071	18.8786	-0.0009	-0.0004	0.0057
Si	9.4282	7.793	22.0439	-0.0006	0.0016	-0.0013
Si	18.2851	9.7134	17.4362	0.0009	0.001	0.0013
Si	10.7476	5.4051	9.2407	-0.0006	-0.0005	0.0003
Si	5.5228	13.0196	19.9407	0.0006	0.0005	0.0012
Si	0.3963	-0.569	18.4211	-0.0006	-0.0008	0.0001
Si	9.5576	11.2207	16.1605	-0.0003	-0.0021	-0.0013
Si	8.6082	3.1062	12.567	0.0096	-0.004	0.0012
O	6.9853	13.9259	12.6329	-0.0091	-0.0054	0.0052
O	6.9959	-8.7188	20.6365	-0.0012	0.0003	-0.0011
O	11.7153	0.9771	18.7805	0.0012	0.0013	-0.0007
O	4.7913	4.1913	13.8068	-0.0007	0.0032	-0.001
O	2.1061	2.4127	16.9588	0.0041	-0.0004	-0.003
O	9.7776	10.7764	14.6373	0.0007	-0.0009	0.0007
O	5.5164	1.1847	18.5809	-0.0006	-0.0007	-0.0009
O	3.3845	10.507	12.9508	-0.0025	0	0.0009
O	2.5267	4.028	10.2661	0	0.0008	0.0009
O	0.3386	5.3365	10.8003	0.0022	0.0004	0.0008
O	5.1031	3.5566	19.3947	0.0004	-0.0012	-0.0003
O	9.4046	3.5768	20.9767	-0.0005	0	0.0001
O	15.7327	6.393	12.3064	0.0725	0.0323	0.0465
O	1.695	9.416	18.4545	0.0007	0	0
O	0.0749	8.1793	22.2218	0.0014	-0.0001	-0.0004
O	13.3824	5.568	18.8929	0.0008	0.001	-0.0018
O	16.6625	-1.1516	17.3737	-0.0005	-0.0003	-0.0001
O	10.625	10.3026	16.9675	-0.0002	0.0002	0
O	4.4997	1.5637	21.1103	-0.0002	0	-0.0003
O	2.4598	5.1811	12.5903	-0.0057	-0.0043	0.0077
O	6.2572	4.7217	21.4578	0.0015	-0.0007	0.0001
O	8.65	9.0631	21.3333	0.0006	-0.0004	-0.0003
O	8.018	10.9554	16.6143	-0.0001	0.0005	0.0004
O	3.1915	7.8589	19.9283	0.0002	-0.0007	-0.0018
O	15.9882	6.1411	19.4498	-0.0001	0	-0.0019
O	4.9426	12.5209	13.3361	-0.004	0.0073	0.0071
O	8.853	10.1808	12.339	-0.0009	0	0.0004
O	8.9708	4.1534	13.7794	-0.0016	-0.0001	0.0004
O	6.2074	10.2562	13.456	0.0008	0.0021	0.0019
O	7.7511	8.2593	13.8444	-0.001	-0.0007	0.0005
O	7.8026	8.3486	16.6221	-0.0006	-0.0007	0
O	4.2483	8.7687	10.295	0	-0.001	0.002
O	4.7068	3.2569	11.2753	-0.0024	-0.0044	0.0043
O	5.3189	10.9957	11.1311	-0.0003	0.0005	0.0012
O	4.4356	13.493	15.8417	-0.0072	0.0051	-0.0029
O	3.9198	10.3061	19.3346	0.0008	0.0001	-0.0006
O	6.8815	3.5715	15.3501	-0.0091	-0.0056	0.0033
O	13.082	3.0452	19.6243	-0.0004	-0.0008	-0.0019
O	0.6431	11.0926	12.7613	0.0033	0.0025	0.0008
O	-1.5397	6.3636	21.1914	0.0002	0.0001	0.0009
O	5.6353	7.55	15.3365	-0.006	-0.0033	0.0003
O	5.0183	5.1384	16.3768	-0.0031	-0.0097	-0.0082
O	3.7934	7.2536	17.3294	0.0009	-0.0028	-0.0041
O	0.0735	3.4972	18.1148	0.0002	0.001	-0.0006
O	11.7036	4.9471	20.9115	0.0003	0.0003	-0.0006
O	7.8138	6.0896	15.1721	-0.0003	-0.0015	0.0024
O	5.3348	2.9267	23.236	0.0007	0.0006	0.0001
O	12.8663	9.8545	21.144	0.0002	0.0002	-0.0002
O	9.0635	11.728	20.5478	0	0.0001	-0.0003
O	2.4913	1.8093	11.8034	-0.0001	0.0025	0.0022
O	2.332	1.347	14.5524	0.0029	0.0044	0.0022
O	9.1015	4.3359	16.5335	-0.0019	0.0003	-0.0006
O	3.6457	0.2724	16.7615	0	0.0017	-0.0016
O	9.4436	12.6902	12.8311	-0.0003	0.0018	0.0008
O	10.3597	-1.2062	19.5322	0.0007	0.0008	-0.0002
O	7.784	9.8214	18.9954	-0.0006	-0.0006	-0.0022
O	14.447	15.6944	21.1459	0.0006	-0.0002	-0.0019
O	6.7607	-2.1243	11.3387	0	-0.0028	-0.0011
O	14.3637	6.3479	14.7451	-0.0055	-0.0116	-0.0043
O	2.4234	6.885	10.5982	-0.0002	-0.0045	0.0056
O	9.8105	4.1716	8.7682	0.0001	-0.0005	-0.0008
O	8.8639	3.5249	11.0322	-0.0017	0.0018	0.0013
O	9.8473	1.8666	16.3555	0.0008	0.0014	-0.0003
O	8.5934	2.6331	18.6186	0.0008	0.0008	-0.0014
H	16.4658	6.9763	12.5602	-0.0675	-0.0253	-0.0312

Results
free energy: -133980.432 eV
free energy less fixed offsets of H -15.97, O -568.88, Si -635.61 eV per atom: -2.502 eV

The program warned: the cutoff lies below the one the program advises for these potential files; the forces do not sum to zero within the program's tolerance; the exchange-correlation potential is rough where the density is thin.
